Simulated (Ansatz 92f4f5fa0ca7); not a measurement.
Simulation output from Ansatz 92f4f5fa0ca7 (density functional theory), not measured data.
Periodic cell of 279 atoms, Si169O110, from a study of silicon, its oxide and their interface. The atomic structure is a simulated model.
Doubt: the cutoff is far below the 930 eV that the study's wrapper takes by default for these files, so forces and energies are approximate.
This geometry differs little from another in the collection (a relaxation step or a small displacement).

Settings
functional: PBE
potential files: Ansatz PAW
basis: plane waves
wave-function cutoff: 580 eV
density cutoff ratio: 5
exchange-correlation grid ratio: 1
k mesh: 1 x 1 x 1, Gamma-centred
self-consistency stop: 5e-08 eV per atom in the density residual
occupations: fixed
spin: none
net charge: 0

Cell vectors (angstrom)
a  11.6015  0  0
b  0  13.3963  0
c  0  0  30.7794

Atoms and the computed forces on them: element, x, y, z (angstrom), force x, y, z (eV/angstrom)
Si  0.0036  -0.2201  23.8896  0.002  0.0116  0.0317
Si  3.9595  0.0227  24.1896  -0.0068  -0.0161  0.0247
Si  7.7175  -0.0372  24.2385  0.0575  -0.006  0.0438
Si  1.9458  3.2485  24.0147  -0.0033  0.0101  0.0166
Si  5.7406  3.2691  24.0033  0.0133  0.0058  0.0278
Si  9.7401  3.4129  24.0211  -0.0045  -0.0104  0.0004
Si  -0.1398  6.6837  24.0793  -0.0029  -0.0089  -0.0034
Si  3.8094  6.7576  24.1417  -0.0217  0.0048  0.006
Si  7.5842  6.7332  24.0116  0.0025  -0.0027  0.0258
Si  1.97  9.83  24.0687  0.004  0.0058  0.0211
Si  5.6946  10.1243  24.1598  0.0115  -0.0007  0.013
Si  9.5489  9.9579  23.9835  0.0045  -0.0086  0.0257
Si  -0.0055  2.0955  24.7176  0.0015  -0.0003  -0.0106
Si  3.8497  2.2302  24.9617  -0.0063  0.0088  -0.0086
Si  7.7606  2.262  24.7629  -0.0029  0.0098  -0.0128
Si  1.8529  5.5359  24.7325  0.0083  -0.0033  -0.0139
Si  5.7196  5.5193  24.7828  0.0019  -0.001  -0.0159
Si  9.5447  5.6029  24.8708  -0.0002  0.0033  -0.0131
Si  -0.0709  8.914  24.8215  -0.0053  0.0053  -0.0127
Si  3.8688  8.9127  25.0724  -0.0034  -0.0047  -0.0139
Si  7.6309  8.9273  24.8563  -0.0011  0.0012  -0.014
Si  1.9866  12.1612  24.6863  -0.002  0.0031  -0.0172
Si  5.8046  12.2806  25.0707  -0.018  0.0015  -0.0061
Si  9.6709  12.183  24.8321  -0.0132  0.0088  0.003
Si  -0.0026  2.1714  27.1318  -0.0007  -0.0046  0.0272
Si  3.8589  2.2276  27.2962  0.0134  -0.0013  0.0201
Si  7.7508  2.2432  27.1659  0.0039  -0.0023  0.0254
Si  1.8878  5.5488  27.1443  -0.0044  0.0052  0.0283
Si  5.7641  5.546  27.1806  -0.0038  -0.0001  0.0243
Si  9.619  5.5739  27.2322  -0.0012  -0.0021  0.0105
Si  -0.027  8.9206  27.2008  -0.0031  -0.0004  0.0242
Si  3.8544  8.9178  27.3736  -0.0041  0.0003  0.0228
Si  7.6963  8.913  27.2275  -0.0048  0.0038  0.0257
Si  1.9427  12.2372  27.123  -0.0034  0.0007  0.0239
Si  5.8073  12.2723  27.3739  -0.0024  0.0053  0.0237
Si  9.6862  12.2379  27.2112  0.0058  -0.0061  0.0121
Si  1.9198  1.0719  27.9924  -0.0071  0.0008  -0.0085
Si  5.8257  1.138  28.0316  -0.0089  -0.0046  -0.0064
Si  9.6671  1.0922  27.9863  0.0025  0.0049  -0.0065
Si  -0.0319  4.4211  27.9734  0.0042  0.0015  0.0003
Si  3.8252  4.471  28.0141  0.0016  -0.0023  -0.0076
Si  7.7002  4.4537  28.0161  0.0043  0.0001  -0.0075
Si  1.8933  7.7734  28.0103  0.0087  -0.0017  -0.0061
Si  5.7913  7.7692  28.033  0.0023  0.0048  -0.0079
Si  9.6459  7.809  28.0115  0.0014  -0.0004  -0.0066
Si  0.0224  11.1442  28.0045  -0.0042  0.0038  0.0014
Si  3.8484  11.1672  28.0526  0.0099  -0.0048  -0.0129
Si  7.7534  11.136  28.038  0  -0.0061  -0.0056
Si  1.9336  1.1164  30.3845  -0.0785  -0.1589  -0.1103
Si  5.8008  1.1164  30.3845  0.075  0.1152  0.1088
Si  9.6679  1.1164  30.3845  -0.0059  -0.0347  -0.2378
Si  0  4.4654  30.3845  -0.0098  -0.113  -0.3151
Si  3.8672  4.4654  30.3845  -0.0496  0.0833  0.0132
Si  7.7343  4.4654  30.3845  -0.0862  -0.0588  0.0187
Si  1.9336  7.8145  30.3845  -0.1504  -0.1365  -0.1154
Si  5.8008  7.8145  30.3845  0.0898  -0.1622  0.1168
Si  9.6679  7.8145  30.3845  -0.0414  -0.0063  0.0435
Si  0  11.1635  30.3845  0.0567  -0.0053  -0.0293
Si  3.8672  11.1635  30.3845  -0.1863  0.0659  0.2814
Si  7.7343  11.1635  30.3845  0.1114  -0.0747  0.1403
Si  0  0  0.3944  -0.0385  0.0143  0.0239
Si  3.8672  0  0.3944  0.0495  0.0223  -0.1701
Si  7.7343  0  0.3944  0.0786  0.0086  0.0023
Si  1.9336  3.3491  0.3944  -0.1024  0.1543  0.0175
Si  5.8008  3.3491  0.3944  0.0444  0.0091  -0.1242
Si  9.6679  3.3491  0.3944  -0.0016  -0.0323  -0.1209
Si  0  6.6981  0.3944  0.2141  0.0381  -0.1793
Si  3.8672  6.6981  0.3944  -0.0573  0.0159  0.2199
Si  7.7343  6.6981  0.3944  -0.1009  0.1805  0.0028
Si  1.9336  10.0472  0.3944  0.1852  -0.0259  0.014
Si  5.8008  10.0472  0.3944  0.065  0.0161  0.0671
Si  9.6679  10.0472  0.3944  -0.0405  0.1068  0.0533
Si  0.0072  0.0054  2.7656  -0.0014  0.0033  0.0094
Si  3.8886  0.039  2.7398  -0.0022  -0.0068  0.0085
Si  7.7649  0.0109  2.7638  0.0001  0  0.0046
Si  1.8977  3.3876  2.7748  0.01  0.0025  0.0092
Si  5.795  3.3728  2.7412  0.0026  0.0047  0.0073
Si  9.6529  3.3578  2.7534  0.0002  0.0024  0.0071
Si  0.0428  6.7156  2.7416  -0.0128  -0.0039  0.0085
Si  3.8674  6.7086  2.7951  -0.0007  -0.0014  0.0094
Si  7.7275  6.7556  2.7574  0.001  -0.0046  0.0126
Si  2.0055  10.0392  2.762  -0.0092  0.0098  -0.0015
Si  5.839  10.066  2.7839  -0.0083  -0.0007  0.0059
Si  9.6992  10.0854  2.7663  -0.0018  0.0024  0.01
Si  -0.0276  2.2357  3.5656  -0.0071  -0.0052  -0.0274
Si  3.8461  2.28  3.4955  -0.0044  0.0029  -0.0251
Si  7.713  2.2444  3.5391  0.0026  -0.0019  -0.0158
Si  1.9336  5.6026  3.6633  0.0019  -0.0006  -0.0233
Si  5.8138  5.5893  3.5477  0.0025  -0.0002  -0.0214
Si  9.6802  5.6309  3.4196  0.0141  0.006  -0.0094
Si  0.0421  8.9549  3.4881  0.0083  -0.0038  -0.0206
Si  3.9417  8.9302  3.6376  0.0067  -0.0017  -0.0263
Si  7.7869  8.9846  3.6185  0.0024  -0.0021  -0.0256
Si  1.9726  12.2881  3.4893  0.0042  -0.0079  -0.0083
Si  5.8184  12.3208  3.5366  -0.002  0.0044  -0.0135
Si  9.6896  12.3033  3.6244  -0.0054  0.0051  -0.0254
Si  -0.0717  2.2233  5.943  0.0144  0.0037  0.0201
Si  3.8058  2.3  5.8323  -0.0016  0.0181  0.0156
Si  7.6958  2.2587  5.906  -0.0084  -0.0025  0.0173
Si  1.9045  5.6161  6.1036  0.0023  -0.001  0.0178
Si  5.8231  5.5434  5.9121  -0.0071  -0.0012  0.013
Si  9.692  5.6831  5.7276  -0.0156  0.002  0.0032
Si  0.1013  8.9556  5.8227  -0.0072  0.0073  0.0176
Si  4.0429  8.9123  6.0495  0.0111  -0.0073  0.0197
Si  7.843  9.0262  6.0276  0.0081  0.0061  0.0157
Si  2.0215  12.2822  5.8322  0.0018  0.0016  0.0091
Si  5.8246  12.382  5.8979  -0.0036  -0.013  0.021
Si  9.7169  12.3032  6.0325  0.0082  -0.0266  0.0158
Si  1.9124  1.1202  6.59  -0.0017  -0.0445  -0.0715
Si  5.6957  1.2325  6.6945  0.0157  -0.0031  -0.0241
Si  9.5661  1.1408  6.7968  -0.0059  0.0113  -0.0261
Si  -0.1359  4.4662  6.6737  -0.009  0.0076  -0.0262
Si  3.8723  4.4658  6.7696  0.0009  0.0017  -0.038
Si  7.8471  4.5146  6.5815  0.0248  0.0016  -0.0301
Si  2.0173  7.9185  6.73  0.0082  -0.0124  -0.0211
Si  6.0457  7.7108  6.7649  -0.0136  0.0085  -0.0018
Si  9.8183  7.8624  6.6965  -0.0016  -0.0013  -0.0231
Si  0.1267  11.1597  6.6255  -0.0132  0.0082  -0.0194
Si  3.9658  11.1924  6.7161  -0.0065  0.0123  -0.0386
Si  7.7127  11.3088  6.802  0.0028  -0.0017  -0.0182
O  5.406  1.4095  8.3284  -0.0023  0.0013  0.0331
O  10.9607  4.3635  8.2768  -0.0141  0.001  0.0228
O  8.2061  4.5805  8.2168  0.0064  -0.0029  0.0204
O  1.9901  1.0962  8.2404  0.0055  0.048  0.0218
O  0.4346  11.0398  8.2676  0.0045  0.0027  0.0264
O  1.9534  8.2227  8.3641  0.0011  0.0004  0.0236
O  10.0499  7.8186  8.3482  -0.0006  -0.0047  0.0294
O  4.0508  11.2453  8.3746  0.0038  0.0001  0.0306
O  7.4595  11.6205  8.4384  0.0045  -0.0004  0.0356
O  3.9748  4.3144  8.4301  -0.0024  0.0049  0.0316
O  9.3139  1.1788  8.4528  -0.0034  0.0034  0.0339
O  6.5426  7.3266  8.332  -0.0033  -0.0044  0.013
O  5.563  3.1062  22.348  -0.0022  -0.0012  -0.0218
O  2.1362  3.0946  22.3555  -0.0011  -0.0122  -0.0178
O  7.5496  -0.2027  22.5985  -0.0701  -0.0086  -0.0101
O  3.847  7.1555  22.5144  -0.0107  0.0154  -0.0122
O  9.3131  9.8157  22.3347  -0.0004  -0.0016  -0.0287
O  7.4143  6.9638  22.3555  0.0034  -0.0102  -0.0277
O  10.0049  3.7387  22.3826  0.0059  0.0068  -0.0109
O  -0.3617  6.7522  22.4383  0.002  -0.0007  -0.0138
O  4.379  13.6138  22.5843  0.0046  0.0018  -0.007
O  2.1891  9.3321  22.4764  0.0076  -0.0135  -0.0144
O  0.0007  12.8264  22.2422  0  -0.0136  -0.0335
O  5.5175  10.3869  22.5278  -0.003  0.0019  -0.0162
Si  5.7254  3.7108  20.8411  0.0077  0.0008  0.0026
Si  9.8003  9.7237  20.7678  0.0007  0.0001  0.0094
Si  11.0035  12.309  20.8136  -0.0039  -0.0042  0.0124
Si  1.7451  0.523  9.7315  -0.027  -0.0298  0.0168
Si  0.1327  8.0858  16.989  0.0011  -0.0004  -0.0044
Si  9.2203  6.7578  16.0189  -0.0049  -0.0007  0.0015
Si  3.2351  4.0668  19.1594  -0.0047  0.0008  -0.0044
Si  5.9947  7.2528  9.8698  0.0103  -0.0075  -0.0147
Si  10.3597  7.2815  9.8612  0.0047  -0.0021  -0.0144
Si  5.9814  1.0257  19.3659  -0.0091  0.0111  -0.0185
Si  10.6231  6.7187  20.9403  -0.0103  -0.0034  0.0188
Si  9.0572  13.1272  12.0948  -0.0063  -0.0002  0.0031
Si  8.6767  1.0804  14.896  -0.0024  -0.0076  -0.0032
Si  4.1398  11.8938  9.8624  0.0338  0.0032  -0.0098
Si  4.7986  8.6385  13.9954  -0.0004  0.0018  -0.003
Si  11.3995  11.6428  9.632  0.0017  0.0062  -0.008
Si  9.5619  4.4973  9.1398  0  -0.006  0.0009
Si  1.4461  6.5938  19.3936  0.0077  0.0021  0.0085
Si  8.2201  11.3818  9.8694  -0.0086  0.0095  -0.0257
Si  4.8508  10.5244  21.0437  -0.0079  -0.0072  0.0068
Si  1.7541  12.1432  14.5437  -0.0052  -0.0001  -0.005
Si  8.2732  0.2211  21.2234  0.0562  0.0271  0.0159
Si  10.8537  10.8891  16.2686  -0.0033  0.0007  -0.0076
Si  8.1928  8.7225  11.3623  -0.007  -0.0007  0.0012
Si  3.7016  -0.0764  21.1347  -0.0075  -0.0025  0.003
Si  10.9617  0.0105  18.0288  0.0028  -0.0015  -0.0029
Si  4.5463  3.6622  16.29  -0.0025  -0.0047  0.0008
Si  4.4536  10.9922  15.5429  0.0062  0.0073  -0.0028
Si  3.2753  2.4529  11.4473  0.0088  -0.0045  0.0152
Si  10.1643  2.75  21.0927  -0.0046  -0.0012  0.0248
Si  1.8746  7.5588  9.848  -0.0105  0.0015  -0.0077
Si  4.0699  9.1059  11.0729  -0.0001  0.0033  0.0038
Si  8.8604  1.7038  9.9395  -0.005  0.0059  -0.0032
Si  9.7514  2.7628  18.1335  -0.0029  0.0063  0.001
Si  7.6502  6.2235  20.9147  0.0185  0.0046  0.0023
Si  6.9963  7.5549  18.0935  0.0019  -0.0001  0.0041
Si  5.7117  1.0454  9.8928  0.0031  -0.0125  -0.0081
Si  1.6703  2.2007  21.0639  -0.0035  -0.0035  0.0114
Si  6.718  12.8264  16.9231  0.0005  0.0021  -0.0049
Si  9.5497  9.2667  14.0186  -0.0039  0.0028  -0.0013
Si  2.8101  8.7038  15.9127  0.0024  -0.0031  -0.0056
Si  11.5124  1.933  16.0408  0.0011  -0.0033  -0.004
Si  2.4879  1.9338  14.5573  0.0033  -0.0024  -0.0014
Si  3.8578  5.0679  9.8777  0.0073  -0.0015  -0.0037
Si  7.1979  10.448  18.9288  0.0041  -0.0001  0.0046
Si  11.4328  10.9807  12.464  -0.001  0.0006  -0.0007
Si  4.7864  6.6248  16.1218  0.0037  -0.0024  -0.002
Si  7.8131  3.7927  16.0672  -0.0003  -0.0035  0.0009
Si  3.0715  8.2631  21.5839  0.0041  -0.0078  0.0029
O  7.8187  13.4972  15.9068  0.0023  0.0007  0.0029
O  6.1044  0.6922  17.7808  0.0015  -0.0015  -0.0083
O  1.1528  11.6841  13.1029  0.0026  0.0009  0.0018
O  3.2976  11.6388  14.6036  0.0018  0  0.0042
O  9.6396  0.9018  11.1241  0.004  -0.0032  0.0003
O  0.6799  11.4657  15.6211  0.0012  0.0013  0.0042
O  2.9611  2.3255  13.0451  -0.0053  -0.0017  0.0118
O  0.0839  5.9265  19.9905  -0.0064  -0.0014  0.0052
O  6.9051  4.8  20.8938  -0.0053  0.0007  0.0059
O  6.0227  10.867  19.9786  0.0018  -0.0061  0.0077
O  2.5339  8.5521  10.9769  0.0001  0.0044  -0.0002
O  9.6636  10.4687  15.1733  -0.001  -0.0013  0.0031
O  11.6312  -0.3852  19.4709  -0.001  0.0032  -0.0073
O  5.4404  7.3381  14.7749  0.0008  0.0005  0.0019
O  10.8982  3.1252  17.0053  0.0012  -0.0021  0.0017
O  4.1567  10.7189  10.9861  -0.0027  -0.0078  0.006
O  0.4737  0.7771  17.0885  0.0011  0.0029  0.0019
O  10.3467  8.2355  20.4139  0.0022  -0.0065  0.0053
O  0.2174  10.7068  10.8989  -0.0016  -0.0026  0.0026
O  2.6498  6.1388  9.8073  0.0008  -0.0011  -0.001
O  0.3336  7.2545  10.2159  0.0016  0.0027  -0.0051
O  3.7622  2.4663  15.4712  -0.0019  0.0006  0.0043
O  7.2427  1.5305  10.1815  0.0007  0.0033  -0.0077
O  0.2812  13.2002  9.836  0.0017  -0.0087  -0.0069
O  9.7884  11.5639  9.4739  -0.0004  -0.0009  0.0035
O  8.3062  9.2904  12.9125  0.0046  0.0014  0.0053
O  6.1837  3.6686  16.176  0.0012  0.0017  0.0038
O  9.6915  8.2494  10.9715  -0.0035  0.0023  0.0007
O  7.1414  7.5068  11.0187  0.0067  0.0041  0.0015
O  10.7811  6.8108  16.5668  0.001  -0.0014  0.0056
O  7.7528  9.9044  10.338  0.0014  -0.0083  0.0015
O  4.2  5.1566  15.7209  -0.0011  -0.0009  0.0017
O  5.4201  12.1245  16.1918  -0.0054  -0.0059  0.0001
O  10.3032  1.1688  15.1969  -0.0014  0.0012  0.0041
O  9.7432  1.1101  18.2809  -0.0019  -0.0008  0.0069
O  10.2131  12.0761  12.5518  0.0044  -0.003  -0.0026
O  6.6572  9.1502  18.0774  -0.0006  -0.0014  0.0043
O  4.8782  8.4438  9.8305  -0.0075  0.0039  -0.0004
O  10.3612  12.0896  17.2656  0.0006  -0.0016  0.0048
O  -0.6171  9.5324  17.2005  0.0001  -0.0014  0.0065
O  3.6879  11.6924  20.9636  0.0065  -0.0005  0.005
O  2.1317  7.4331  20.5852  0.0026  0.0033  -0.0037
O  2.0142  0.3627  14.6357  0.001  0.0026  0.0021
O  2.8195  12.7806  10.1403  -0.0022  -0.0075  0.0044
O  4.8976  8.5957  12.3889  0.0039  -0.0019  0.0096
O  9.393  12.5377  20.8143  0.0296  -0.0188  0.0066
O  5.4664  12.8277  10.06  -0.0171  0.0012  -0.0118
O  4.3254  4.3796  20.3381  -0.0014  0.001  0.0039
O  9.7008  5.8108  10.0745  0.0023  0.0061  -0.0018
O  9.346  3.2395  10.1361  -0.004  -0.0071  -0.0022
O  8.3515  3.3515  17.5528  -0.0021  0.0001  -0.0021
O  4.1418  9.1018  20.6798  0.001  0.0019  0.02
O  2.1857  2.932  19.6992  0.0028  0.0034  0.004
O  3.5308  10.054  16.566  -0.0021  -0.0034  0.0054
O  1.9565  1.7914  10.7289  0.0039  0.028  0.0167
O  9.3054  7.7931  14.727  0.0003  -0.0022  0.003
O  10.9523  9.5761  13.1818  -0.0012  -0.0019  0.0004
O  3.5087  7.4575  16.6861  -0.0023  0.0043  0.0039
O  8.53  5.2688  15.6803  0.0002  -0.0004  0.0018
O  8.5731  10.0658  19.7338  -0.0186  0.0024  -0.0048
O  3.1967  8.6495  14.3219  -0.0024  -0.0002  0.0015
O  9.2319  5.9104  20.7894  -0.0079  0.0142  0.0141
O  7.415  11.6812  17.8697  -0.0014  0.0058  0.0041
O  11.1174  10.6936  20.6129  0.0022  0.0004  0.004
O  2.2477  0.6672  21.1233  0.0049  0.0067  0.0018
O  8.4259  0.4322  13.4201  -0.0001  0.0027  0.006
O  7.153  0.1822  20.083  -0.0228  -0.0141  -0.0418
O  8.3809  7.3731  17.2662  0.003  -0.0012  0.0009
O  7.9415  12.331  11.1812  0.0034  0.0062  0.0063
O  7.1282  7.1183  19.6597  0.0056  -0.0025  0.0041
O  1.0183  7.6746  18.2705  -0.003  0.0043  -0.0014
O  5.2805  5.8166  10.2115  -0.0057  0.0018  -0.0069
O  1.2141  8.4885  15.8366  0.0011  -0.0009  0.0018
O  4.6769  1.7504  10.9506  -0.0102  0.0063  0.0015
O  1.0842  2.6193  15.1221  -0.0001  0.0001  0.0021
O  11.6479  2.0779  21.0929  0.0068  0.002  0.0036
O  8.1988  2.6523  14.9499  0.0007  0.0003  0.0014
O  4.5218  0.5672  19.8962  -0.0037  0.002  0.0049
O  8.9878  1.6653  21.3751  0.0049  -0.0009  -0.0013
O  9.9664  3.4104  19.6127  -0.0005  0.0016  -0.0093
O  6.1805  2.5909  19.747  -0.001  0.0002  0.0065
O  3.459  4.0245  11.0601  -0.005  -0.0006  -0.003
O  5.8795  6.6194  17.341  -0.0046  -0.0012  -0.001
O  4.0164  3.5342  17.8331  0.0035  0.0006  -0.0044
O  2.4202  5.4333  18.8094  0.0016  0.0007  0.008
O  5.4251  10.0196  14.6299  -0.0002  -0.0024  0.0053

Results
free energy: -169993.296 eV
free energy less fixed offsets of O -568.88, Si -635.61 eV per atom: 1.594 eV

The program warned: the cutoff lies below the one the program advises for these potential files; the forces do not sum to zero within the program's tolerance; the exchange-correlation potential is rough where the density is thin.
